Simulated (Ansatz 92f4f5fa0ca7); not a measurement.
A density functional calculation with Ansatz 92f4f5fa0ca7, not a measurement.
Periodic cell of 226 atoms, Si134O92, from a study of silicon, its oxide and their interface. The atomic structure is a simulated model.
Doubt: the cutoff is far below the 930 eV that the study's wrapper takes by default for these files, so forces and energies are approximate.

Settings
functional: PBE
potential files: Ansatz PAW
basis: plane waves
wave-function cutoff: 580 eV
density cutoff ratio: 5
exchange-correlation grid ratio: 1
k mesh: 1 x 1 x 1, Gamma-centred
self-consistency stop: 5e-08 eV per atom in the density residual
occupations: fixed
spin: none
net charge: 0

Cell vectors (angstrom)
a  10.938  0  0
b  0  10.938  0
c  0  0  32.823

Atoms: element, x, y, z (angstrom)
Si  0.1109  -0.3175  25.5381
Si  5.9961  -0.488  25.3222
Si  2.7886  2.6885  25.1157
Si  8.0042  3.3562  25.0084
Si  -0.4912  6.1812  25.3823
Si  5.4013  5.2075  25.275
Si  2.6409  8.6405  25.423
Si  8.1538  8.2439  25.8607
Si  1.2732  1.4773  26.5422
Si  6.9937  1.4423  26.3392
Si  4.0908  3.9173  26.6963
Si  9.5005  4.3328  26.5839
Si  1.4329  6.9186  26.5784
Si  6.5872  6.7764  26.7136
Si  4.2084  9.7187  26.7819
Si  9.615  9.5723  27.0411
Si  2.6903  0.1276  28.0108
Si  8.1624  0.122  28.0428
Si  -0.0748  2.8344  27.9597
Si  5.5647  2.6318  27.9739
Si  2.731  5.4325  27.974
Si  8.1  5.5188  28.0542
Si  0.1055  8.135  28.1411
Si  5.399  8.2233  28.1084
Si  4.1018  1.3673  29.4048
Si  9.5708  1.3673  29.4048
Si  1.3673  4.1018  29.4048
Si  6.8362  4.1018  29.4048
Si  4.1018  6.8362  29.4048
Si  9.5708  6.8362  29.4048
Si  1.3673  9.5708  29.4048
Si  6.8362  9.5708  29.4048
Si  0  0  30.772
Si  5.469  0  30.772
Si  2.7345  2.7345  30.772
Si  8.2035  2.7345  30.772
Si  0  5.469  30.772
Si  5.469  5.469  30.772
Si  2.7345  8.2035  30.772
Si  8.2035  8.2035  30.772
Si  1.3673  1.3673  32.1393
Si  6.8362  1.3673  32.1393
Si  4.1018  4.1018  32.1393
Si  9.5708  4.1018  32.1393
Si  1.3673  6.8362  32.1393
Si  6.8362  6.8362  32.1393
Si  4.1018  9.5708  32.1393
Si  9.5708  9.5708  32.1393
Si  2.7345  0  0.6835
Si  8.2035  0  0.6835
Si  0  2.7345  0.6835
Si  5.469  2.7345  0.6835
Si  2.7345  5.469  0.6835
Si  8.2035  5.469  0.6835
Si  0  8.2035  0.6835
Si  5.469  8.2035  0.6835
Si  4.1018  1.3673  2.0507
Si  9.5708  1.3673  2.0507
Si  1.3673  4.1018  2.0507
Si  6.8362  4.1018  2.0507
Si  4.1018  6.8362  2.0507
Si  9.5708  6.8362  2.0507
Si  1.3673  9.5708  2.0507
Si  6.8362  9.5708  2.0507
Si  0  0  3.418
Si  5.469  0  3.418
Si  2.7345  2.7345  3.418
Si  8.2035  2.7345  3.418
Si  0  5.469  3.418
Si  5.469  5.469  3.418
Si  2.7345  8.2035  3.418
Si  8.2035  8.2035  3.418
Si  1.3364  1.3647  4.7807
Si  6.8871  1.4  4.7275
Si  4.1835  4.0404  4.8227
Si  9.555  4.0677  4.7666
Si  1.4481  6.759  4.8426
Si  6.8241  6.86  4.7785
Si  4.126  9.4845  4.7952
Si  9.5928  9.4877  4.7707
Si  2.6855  -0.1015  6.051
Si  8.1352  -0.0752  5.9964
Si  -0.1196  2.6516  6.1692
Si  5.6541  2.754  6.2175
Si  2.7782  5.2674  6.2709
Si  8.2146  5.5058  6.0814
Si  0.0081  8.0882  6.1861
Si  5.484  8.1256  6.2758
Si  4.3398  1.0911  7.1574
Si  9.6242  1.0003  7.4273
Si  1.1143  4.0735  7.5525
Si  6.8492  4.3978  7.6439
Si  4.2213  6.5929  7.613
Si  9.8738  6.4329  7.485
Si  1.0584  9.7266  7.45
Si  6.5781  9.88  7.454
O  5.5801  5.6504  8.4686
O  0.0045  0.025  7.4994
O  3.5622  13.0296  8.2185
O  5.094  7.3394  10.6551
O  1.3658  9.6377  25.0556
O  6.6525  4.2741  24.7173
O  7.2309  9.361  25.0555
O  -0.0967  7.0632  21.3528
O  7.4085  9.8763  8.8538
O  0.0915  5.3206  7.8951
O  1.1893  9.2116  9.0272
O  7.8883  4.2694  8.9384
O  9.1654  6.673  8.9707
O  5.1713  -0.217  7.6914
O  3.3176  7.1765  8.882
O  9.0434  1.1348  8.93
O  5.3262  -0.5099  23.8223
O  8.7571  3.3555  23.5179
O  10.8297  5.8607  23.8504
O  4.4037  5.6295  23.9922
O  9.2467  7.2914  25.059
O  3.4948  1.6286  24.0253
O  3.4841  8.3859  24.0105
O  10.1567  -0.0006  24.1744
Si  10.5665  2.3147  13.8375
Si  2.4822  13.0593  9.4694
Si  7.1166  8.1775  14.2335
Si  9.4862  1.6286  20.3246
Si  2.1365  5.9773  12.3958
Si  -0.6517  4.95  12.5126
Si  9.952  5.9469  17.9171
Si  4.3268  -1.536  23.0275
Si  1.1817  8.2565  18.1914
Si  6.1885  3.6455  15.7665
Si  5.8353  -2.5626  20.4865
Si  14.7449  3.7783  11.523
Si  7.671  0.4439  9.6492
Si  5.7353  5.9113  10.2296
Si  -0.1177  8.6243  20.8503
Si  3.276  3.2712  20.6284
Si  9.0619  3.9891  22.0263
Si  8.5544  5.4673  9.9022
Si  7.5462  -0.9069  16.5116
Si  3.66  -6.6486  14.3757
Si  8.2233  -0.9937  19.4908
Si  8.2066  -0.7897  12.5475
Si  1.6561  2.3809  16.034
Si  11.2849  10.362  13.0926
Si  4.8866  8.9586  15.8583
Si  -0.0694  0.0791  22.7044
Si  8.4831  5.5641  15.1144
Si  1.9259  10.1291  15.7449
Si  13.7725  11.928  22.6426
Si  1.8139  -0.847  10.2769
Si  0.4001  5.8463  22.3258
Si  3.1599  4.9604  23.1313
Si  4.1184  7.1656  18.1972
Si  0.755  3.3547  18.8508
Si  18.6251  12.2485  14.646
Si  -3.3236  5.7398  20.1458
Si  3.5628  -3.0856  10.3922
Si  5.3337  -6.71  18.6626
O  8.6556  2.9028  20.8805
O  8.0032  -1.9806  15.3747
O  11.2046  9.5262  22.1507
O  12.1759  11.951  22.9177
O  4.4  3.1815  19.473
O  1.7112  11.6459  9.7922
O  14.3375  2.3827  10.8188
O  -5.7939  8.5158  21.9511
O  5.0767  4.5816  10.8502
O  9.3406  9.0492  20.2842
O  7.6566  -6.6258  15.7078
O  1.1019  9.7148  14.3924
O  1.4613  3.3254  9.0039
O  1.0482  9.8902  11.696
O  9.5738  4.9506  11.0407
O  -2.3964  0.609  19.4916
O  6.4683  1.4451  9.5799
O  6.8046  -3.8454  20.465
O  5.7762  3.4217  17.3219
O  3.2858  -0.5283  22.2989
O  -1.2062  9.9273  13.1086
O  8.1944  -1.4072  17.9144
O  -7.4943  9.6028  15.5881
O  3.1351  1.7954  21.276
O  -7.5891  -1.4684  10.3873
O  6.6409  4.5903  19.5455
O  2.7664  14.2931  15.3506
O  -3.675  6.0806  10.6758
O  10.9028  3.4646  12.7338
O  8.0883  0.574  16.0671
O  11.9363  8.9089  19.6845
O  2.8732  5.6509  13.8446
O  9.3294  5.2187  13.7789
O  -2.7734  5.2928  21.6256
O  1.5912  2.7391  17.6059
O  4.4847  5.5969  18.3873
O  11.1629  13.6242  15.3115
O  11.3627  1.0423  13.2205
O  10.7277  2.1609  19.4184
O  7.5348  -2.2853  12.7265
O  2.0351  5.9405  22.4474
O  7.3118  0.1912  13.5279
O  10.6441  4.4351  21.8091
O  7.3873  6.6201  14.5562
O  5.5247  8.488  14.4333
O  12.178  -1.5013  17.0612
O  10.8423  7.2941  17.9812
O  -4.5666  2.2438  14.9397
O  2.3049  3.9479  24.1263
O  8.9641  13.0723  14.0439
O  -1.4923  -4.9727  16.3623
O  8.2707  -0.1606  11.0778
O  8.7456  6.0429  19.0086
O  5.0531  15.5797  15.1318
O  16.8373  10.0338  16.5809
O  3.825  4.2341  21.8327
O  10.8377  4.6329  18.3156
O  6.7487  9.6921  20.1574
O  11.4642  6.0821  12.5511
O  15.5946  8.1389  19.3899
O  2.5079  4.7576  11.3858
O  2.5073  -3.6173  18.131
O  4.7723  7.6308  16.7901
O  4.103  14.3556  13.0723
O  2.6383  7.3269  11.6318
O  1.8549  3.7846  19.9914
O  -1.0223  0.8183  21.6546
O  12.9528  0.8043  15.9029

Results
free energy: -137504.829 eV
free energy less fixed offsets of O -568.88, Si -635.61 eV per atom: 3.871 eV

Forces (eV/angstrom), in the order of the atoms: element, x, y, z
Si  -0.0061  0.005  -0.001
Si  0.0116  -0.0186  -0.01
Si  -0.0048  0.0004  -0.0059
Si  -0.0064  -0.0041  -0.0186
Si  -0.0261  0.0018  0.0046
Si  -0.006  0.0099  0.0056
Si  0.0029  0.0068  -0.0225
Si  0.0028  0.0035  0.0093
Si  0.0012  -0.0035  -0.0074
Si  0.0051  0.0026  -0.0046
Si  -0.0036  -0.0049  -0.0066
Si  0.0095  0.0047  0.0044
Si  0.0114  -0.0028  0.0029
Si  0.0027  -0.0063  -0.0074
Si  0.0004  0.0016  0.0042
Si  -0.005  -0.0054  -0.0055
Si  -0.007  0.0007  -0.0007
Si  0.0026  0.0008  -0.0014
Si  -0.0005  0.0008  -0.0043
Si  0.0001  0.0034  0.0033
Si  -0.0019  0.0036  0.0006
Si  -0.0057  0.01  -0.0024
Si  -0.0092  -0.0026  0.0005
Si  0.0054  -0.0012  -0.0035
Si  0.2507  0.1106  -0.036
Si  -0.0303  0.6935  -0.0554
Si  -0.252  0.1352  -0.3502
Si  -0.0431  -0.4325  -0.0057
Si  -0.5214  -0.3538  0.1539
Si  -0.147  -0.2472  0.2144
Si  0.5546  0.4313  0.2676
Si  -0.029  0.3355  -0.0654
Si  0.0694  -0.007  -0.0797
Si  -0.1227  -0.1175  0.0285
Si  0.1763  0.0599  -0.0661
Si  0.1203  0.0708  0.0709
Si  -0.1181  -0.1146  0.0377
Si  -0.124  -0.1346  -0.0324
Si  0.0458  0.0529  0.0596
Si  0.208  0.1359  -0.0543
Si  -0.0242  -0.0078  -0.0417
Si  0.0133  0.0022  -0.0459
Si  -0.0847  0.0418  0.0156
Si  -0.018  -0.0147  0.0198
Si  -0.0807  0.0861  -0.0374
Si  0.023  0.0247  -0.0363
Si  0.063  -0.0563  0.0051
Si  -0.0651  0.0182  0.0099
Si  0.0309  -0.0428  -0.0041
Si  -0.0068  0.0282  -0.0011
Si  0.0211  -0.0635  0.0346
Si  0.0186  -0.0192  0.019
Si  0.051  -0.0011  0.0004
Si  0.0814  -0.0558  0.0071
Si  0.0308  -0.0214  0.0346
Si  -0.0473  0.0372  0.0454
Si  -0.1196  -0.0757  0.0164
Si  -0.0608  -0.0519  -0.0334
Si  0.022  0.0521  0.0135
Si  0.0378  0.0254  -0.0122
Si  -0.1201  -0.0374  -0.0084
Si  -0.1054  0.0427  0.0181
Si  -0.0845  0.0482  0.0584
Si  0.1379  0.053  0.003
Si  -0.1221  -0.1883  -0.0333
Si  -0.1495  -0.0202  0.2097
Si  0.1123  -0.1285  0.2362
Si  0.2684  0.1704  -0.7572
Si  0.1674  -0.0825  0.2723
Si  -0.0443  -0.0088  0.1048
Si  0.1366  -0.4408  0.0196
Si  -0.0561  -0.077  -0.2751
Si  0.0029  -0.0068  -0.0021
Si  -0.0048  -0.042  0.009
Si  0.0231  -0.0053  -0.0111
Si  0.0106  0.0138  0.0172
Si  0.0095  -0.0089  -0.006
Si  0.0054  0.0143  0.0192
Si  0.0302  0.008  -0.0025
Si  0.0184  0.0014  0.0095
Si  -0.0068  0.0199  0.0527
Si  -0.0525  -0.0088  -0.0062
Si  -0.0285  -0.0087  0.0227
Si  -0.0491  0.0041  0.0569
Si  -0.011  0.0061  0.0114
Si  -0.0021  -0.0101  0.0015
Si  -0.0139  0.0117  0.0034
Si  -0.0101  0.005  0.013
Si  -0.2501  0.3853  0.5461
Si  0.1859  -0.0189  -0.1433
Si  -0.0076  0.0062  -0.0695
Si  0.056  -0.0097  0.0311
Si  -0.0167  0.0524  -0.0187
Si  -0.0262  -0.0194  0.0078
Si  -0.011  0.0305  0.0054
Si  -0.0884  0.0539  -0.0651
O  0.0242  0.0079  0.0952
O  -0.0737  0.0006  -0.0348
O  -0.5864  -0.4631  0.7171
O  -0.031  -0.0214  -0.0272
O  0.0024  -0.0036  0.0092
O  0.0017  0.0092  0.0126
O  0.0035  0.0084  0.0063
O  -0.0007  -0.0007  0.0128
O  0.0328  -0.0751  0.0595
O  0.0143  -0.0011  0.0043
O  0.0413  0.0924  0.0581
O  -0.0175  0.0033  -0.0266
O  0.0074  0.0098  -0.0153
O  -0.0305  0.0169  -0.0546
O  -0.0075  -0.0173  -0.0191
O  0.0682  0.0274  0.0885
O  0.0024  0.0058  0.0145
O  -0.0021  -0.0043  0.0273
O  0.005  -0.0058  -0.0147
O  0.0055  -0.0035  0.0124
O  -0.0013  -0.0007  0.0031
O  0.0002  0.0034  0.0145
O  -0.0109  -0.0015  0.0221
O  0.0039  -0.0034  0.0122
Si  0.0105  -0.018  -0.0023
Si  1.0215  -0.273  0.0697
Si  0.0014  0.0075  0.0007
Si  -0.0016  0.0027  -0.0209
Si  -0.0132  0.0295  0.0477
Si  -0.0046  -0.0121  0.019
Si  -0.0036  -0.003  -0.0131
Si  -0.0038  0.0024  -0.02
Si  -0.0051  0.0029  0.0002
Si  -0.0106  0.0027  0.0008
Si  0.0038  -0.0006  -0.0223
Si  0.0582  -0.4672  -0.1904
Si  -0.3181  0.2089  0.0925
Si  -0.0676  -0.0877  -0.0015
Si  -0.0034  0.0028  -0.0217
Si  -0.0001  0.001  -0.0176
Si  -0.0004  0.0043  -0.0224
Si  -0.0227  -0.01  0.0361
Si  0.0011  0.0065  -0.0192
Si  -0.0122  -0.0025  0.0117
Si  0.0009  0.0014  -0.012
Si  0.0533  0.0637  -0.142
Si  -0.0105  0.0087  -0.0131
Si  -0.0271  0.0221  0.0317
Si  0.0268  0.0069  -0.0349
Si  0.003  -0.0022  -0.0199
Si  0.0052  0.002  -0.0105
Si  -0.0294  -0.0234  -0.0377
Si  0.0016  0.0014  -0.0205
Si  -0.058  0.0917  0.0757
Si  0.0042  -0.0041  -0.0284
Si  0.0045  -0.0075  -0.0225
Si  0.0187  -0.0018  0.023
Si  0.0044  0.0007  -0.0166
Si  0.0042  0.0096  -0.0022
Si  -0.0039  0.0009  -0.0191
Si  0.0058  0.0024  0.0648
Si  0.004  0.0021  -0.0109
O  -0.0019  0  0.0047
O  -0.0071  0.0083  0.0109
O  0.0006  0.0016  0.0105
O  -0.0089  -0.0007  0.0124
O  -0.0037  -0.0045  0.0139
O  0.5142  0.4519  -0.1353
O  -0.5135  0.3355  -0.8057
O  -0.0042  0.001  0.0179
O  -0.213  -0.1111  0.0855
O  0.001  0.0001  0.0049
O  0.002  0.0112  0.0036
O  0.0002  -0.0049  -0.0103
O  0.0839  -0.1046  0.0304
O  0.0997  0.0454  -0.2118
O  0.0001  0.002  -0.0152
O  -0.0011  0.0047  0.0114
O  0.2193  -0.179  0.056
O  0.003  0.0016  0.0118
O  0.0026  0.0046  -0.0159
O  0.0065  -0.0069  0.0134
O  -0.0371  0.0126  -0.0166
O  0.0042  -0.0016  -0.0015
O  0.0093  0.0229  -0.02
O  0.0001  0.0003  0.0081
O  -0.0234  -0.0167  -0.0079
O  -0.0006  0.0015  0.0087
O  0.017  0.0116  -0.0122
O  0.0008  -0.0199  -0.0415
O  -0.0052  0.026  -0.011
O  -0.0007  -0.002  0.0059
O  -0.0011  0.0048  0.0143
O  -0.0014  -0.0073  -0.0066
O  -0.0145  0.0029  0.0078
O  0.0003  0.0013  0.012
O  0.0008  0.0015  0.0174
O  0.0107  -0.0211  0.0161
O  0.0032  0.0027  0.0063
O  -0.0142  -0.0024  0.0061
O  -0.0043  -0.0026  0.0106
O  0.0069  -0.0057  0.0074
O  -0.0051  0.0043  0.019
O  -0.0003  0.0125  -0.0009
O  0.0033  0.0049  0.0119
O  0.0105  -0.0098  0.0041
O  -0.0034  0.0034  -0.0042
O  -0.0204  -0.002  0.0152
O  -0.0113  -0.0034  0.0093
O  0.0008  0.0105  0.0034
O  -0.0055  -0.0021  0.0167
O  -0.012  0.0043  0.0053
O  -0.0052  0.0045  -0.0099
O  -0.0642  -0.0245  0.0396
O  -0.0025  0.0015  0.0114
O  0.0057  -0.0103  0.0088
O  0.0244  0.0259  0.013
O  -0.0034  0.006  0.0168
O  0.0026  -0.0003  0.0035
O  -0.0011  0.0056  0.0139
O  0.0045  0.0012  -0.0032
O  0.0017  0.0052  0.0209
O  0.059  -0.0755  -0.0527
O  -0.0428  -0.0038  0.0187
O  0.025  -0.0322  -0.0151
O  -0.0043  0.0434  -0.282
O  0.0305  0.0134  -0.0497
O  -0.0022  0.0031  0.0028
O  -0.0052  0.0051  0.0086
O  -0.0007  0.0477  0.005

The program warned: the cutoff lies below the one the program advises for these potential files; the exchange-correlation potential is rough where the density is thin.
